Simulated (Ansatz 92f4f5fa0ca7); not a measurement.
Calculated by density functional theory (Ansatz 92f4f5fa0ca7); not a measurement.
Periodic cell of 223 atoms, Si133O90, from a study of silicon, its oxide and their interface. The atomic structure is a simulated model.
Doubt: the cutoff is far below the 930 eV that the study's wrapper takes by default for these files, so forces and energies are approximate.
This geometry differs little from another in the collection (a relaxation step or a small displacement).

Settings: functional PBE; potential files Ansatz PAW; basis plane waves; wave-function cutoff 580 eV; density cutoff ratio 5; exchange-correlation grid ratio 1; k mesh 1 x 1 x 1, Gamma-centred; self-consistency stop 5e-08 eV per atom in the density residual; occupations fixed; spin none; net charge 0.

Cell vectors (angstrom)
a	10.938	0	0
b	0	10.938	0
c	0	0	32.3441

Atoms and the computed forces on them: element, x, y, z (angstrom), force x, y, z (eV/angstrom)
Si	0.3421	-0.2906	24.7461	-0.0022	0.0082	0.001
Si	5.2906	0.2917	25.0495	-0.0084	-0.0005	0.0466
Si	3.0754	2.4763	25.0157	-0.0083	-0.0031	-0.0238
Si	7.9457	2.9319	25.0082	0.0061	0.0018	0.019
Si	-0.2029	5.664	24.7823	0.0055	-0.01	-0.0004
Si	5.759	5.1741	24.9	-0.0002	0.0021	0.0036
Si	2.6216	8.4075	24.6481	0.0054	-0.0025	0.0077
Si	8.4958	7.9041	24.8226	-0.0002	0.0037	0.0025
Si	1.4098	1.2934	26.172	-0.0078	0.0075	0.0004
Si	6.8344	1.407	26.3804	-0.0066	0.0017	-0.0019
Si	4.1781	4.0915	26.2816	0.0002	0.0048	0.0018
Si	9.6039	4.1145	26.1813	0.0036	-0.0073	-0.0057
Si	1.4199	6.8483	26.0557	0.0042	-0.0041	-0.0067
Si	6.9013	6.7981	26.1757	-0.01	0.0068	-0.0009
Si	4.1015	9.536	26.1515	0.0073	-0.0017	-0.0076
Si	9.654	9.5318	26.1059	-0.0108	0.0068	-0.0002
Si	2.7551	-0.0459	27.5723	-0.0027	-0.0009	0.0049
Si	8.2628	-0.0485	27.5444	0.0082	-0.0074	-0.0051
Si	0.0253	2.7035	27.5229	0.0023	-0.0026	-0.0047
Si	5.4705	2.749	27.6815	0.004	-0.0029	-0.0048
Si	2.7335	5.4833	27.5231	-0.0007	0.0004	0.0003
Si	8.2326	5.4483	27.5822	0.0013	0	0.0063
Si	0.0482	8.175	27.5265	-0.0019	0.0031	0.0034
Si	5.4913	8.1778	27.5201	0.0025	-0.0022	-0.0053
Si	4.1018	1.3673	28.9258	-0.2488	-0.2748	0.4181
Si	9.5708	1.3673	28.9258	0.157	-0.0956	-0.143
Si	1.3673	4.1018	28.9258	0.0314	-0.0151	-0.3111
Si	6.8362	4.1018	28.9258	0.3064	0.2676	0.6414
Si	4.1018	6.8362	28.9258	0.0138	0.0164	-0.221
Si	9.5708	6.8362	28.9258	0.2217	0.0434	-0.0212
Si	1.3673	9.5708	28.9258	0.0053	-0.1717	0.0964
Si	6.8362	9.5708	28.9258	0.1087	-0.1497	-0.2466
Si	0	0	30.2931	0.0165	0.014	-0.0181
Si	5.469	0	30.2931	-0.0369	0.0707	-0.0122
Si	2.7345	2.7345	30.2931	-0.0114	-0.0543	0.0047
Si	8.2035	2.7345	30.2931	-0.0504	0.0765	-0.0018
Si	0	5.469	30.2931	-0.0575	0.0351	-0.0126
Si	5.469	5.469	30.2931	0.0668	0.0163	0.0041
Si	2.7345	8.2035	30.2931	-0.0337	0.0563	-0.0167
Si	8.2035	8.2035	30.2931	0.0012	0.011	-0.0161
Si	1.3673	1.3673	31.6603	-0.025	-0.0028	-0.0014
Si	6.8362	1.3673	31.6603	0.0425	-0.0646	-0.0165
Si	4.1018	4.1018	31.6603	0.02	0.0059	-0.0195
Si	9.5708	4.1018	31.6603	0.0322	-0.0443	-0.016
Si	1.3673	6.8362	31.6603	0.0904	-0.0321	-0.0264
Si	6.8362	6.8362	31.6603	-0.0197	-0.0083	-0.0093
Si	4.1018	9.5708	31.6603	0.0013	-0.0453	-0.0234
Si	9.5708	9.5708	31.6603	-0.0153	0.0249	-0.0155
Si	2.7345	0	0.6835	0.0599	-0.0066	-0.0152
Si	8.2035	0	0.6835	-0.0549	0.0498	0.005
Si	0	2.7345	0.6835	-0.0201	0.0222	0.0502
Si	5.469	2.7345	0.6835	-0.0431	0.0435	0.0396
Si	2.7345	5.469	0.6835	-0.0911	0.038	-0.0006
Si	8.2035	5.469	0.6835	0.0102	-0.0129	-0.019
Si	0	8.2035	0.6835	-0.0229	0.0072	0.0315
Si	5.469	8.2035	0.6835	0.0289	0.022	0.0448
Si	4.1018	1.3673	2.0507	-0.1146	-0.145	0.0185
Si	9.5708	1.3673	2.0507	-0.0202	-0.1475	-0.015
Si	1.3673	4.1018	2.0507	0.1493	0.0419	-0.0103
Si	6.8362	4.1018	2.0507	0.0585	0.0583	0.0245
Si	4.1018	6.8362	2.0507	-0.0281	-0.0665	0.0129
Si	9.5708	6.8362	2.0507	-0.1298	-0.1041	0.0064
Si	1.3673	9.5708	2.0507	0.0685	0.0784	0.0031
Si	6.8362	9.5708	2.0507	0.0997	0.0405	0.009
Si	0	0	3.418	-0.0324	0.3009	-0.3706
Si	5.469	0	3.418	0.0665	0.182	-0.0009
Si	2.7345	2.7345	3.418	-0.2526	0.1243	-0.1269
Si	8.2035	2.7345	3.418	-0.1144	0.0973	0.3638
Si	0	5.469	3.418	-0.1887	-0.2004	0.1351
Si	5.469	5.469	3.418	-0.0136	-0.0825	0.1394
Si	2.7345	8.2035	3.418	0.0442	0.0255	0.0159
Si	8.2035	8.2035	3.418	-0.0606	-0.0377	-0.3063
Si	1.2204	1.4985	4.7693	0.0019	0.0026	0.0023
Si	6.8004	1.3898	4.8261	0.0001	0.0031	-0.0054
Si	4.1336	4.0296	4.7943	0.0037	-0.0049	-0.0067
Si	9.5397	4.1117	4.8507	-0.0057	0.0015	-0.0018
Si	1.3668	6.82	4.7666	-0.0039	0.0001	-0.0058
Si	6.79	6.8998	4.7808	-0.0045	0.0078	-0.0059
Si	4.0756	9.62	4.7727	-0.0048	0.0011	-0.0031
Si	9.6082	9.5458	4.7204	0.009	-0.0125	-0.008
Si	2.6643	0.1414	5.9668	0.0053	-0.0021	-0.0002
Si	8.1836	-0.0802	6.0303	-0.0107	0.0038	0.0136
Si	-0.1789	2.7179	6.3803	-0.0002	0.004	0.0048
Si	5.4368	2.6852	6.3364	0.0005	-0.004	0.0042
Si	2.6672	5.3581	6.0652	-0.0091	0.0054	0.0046
Si	8.161	5.5344	6.1458	0.0078	-0.0077	0.0023
Si	0.0385	8.2177	6.1197	0.0057	0.0115	0.0094
Si	5.3858	8.2513	6.1885	0.0057	-0.0004	0.0103
Si	3.673	1.5493	7.5607	0.0025	0.001	-0.0037
Si	9.6162	0.8905	7.6077	-0.0018	-0.0022	-0.004
Si	1.5253	3.8995	7.5594	-0.0023	0.0023	0.0066
Si	6.5341	4.4606	7.4786	0.0064	-0.0022	0.0002
Si	4.184	6.5836	7.3277	0.0054	0.0074	-0.0028
Si	9.3649	7.1386	7.4241	0.0025	0.0037	0.0034
Si	1.1927	9.8992	7.3009	-0.0024	-0.0313	-0.0217
Si	7.0742	9.355	7.4362	-0.0116	-0.011	-0.0141
O	9.6042	6.7817	24.2864	-0.0005	0.0075	0.0021
O	4.1795	1.3705	24.4529	-0.0103	0.012	-0.0014
O	8.192	8.2102	7.885	0.0017	0.0015	-0.0036
O	2.6475	2.7712	8.0316	-0.0012	-0.0019	-0.0032
O	6.8617	4.0354	24.4059	-0.0069	0.0052	-0.0023
O	1.4694	9.5366	24.2024	-0.0028	-0.0057	0.0011
O	5.3612	5.556	7.8461	-0.0042	0.001	-0.0011
O	0.0038	-0.0445	7.8471	-0.007	0.0137	0.0043
O	7.1303	4.0766	8.9533	0.0047	-0.0001	0.0074
O	6.7053	10.2107	8.819	0.0022	0.0052	0.005
O	10.1622	6.6689	8.7911	0.0028	-0.0052	0.0035
O	2.0785	9.5596	8.638	0.0045	0.0002	0.0094
O	3.9026	0.6229	8.9316	-0.0009	0.0001	0.0016
O	1.0466	4.7014	8.9334	-0.0004	-0.0017	-0.0041
O	8.8654	0.7951	9.1066	0.0011	0.0013	-0.0011
O	3.3686	7.1184	8.6397	-0.0024	0.001	0.0036
O	7.7718	8.5324	23.4778	0.0049	-0.007	0.0044
O	8.5487	2.0683	23.764	0.003	-0.0055	-0.0098
O	5.0964	5.7905	23.5329	-0.0013	0.0028	-0.0042
O	2.4757	3.2505	23.7145	-0.0055	0.0119	0.0049
O	10.6221	0.4263	23.4061	0.002	-0.0014	0.0016
O	0.4238	4.9407	23.4261	0.0032	-0.004	-0.0021
O	3.3815	7.7988	23.2794	0.0038	-0.0032	-0.006
O	6.1612	10.6549	23.8016	0.0073	0.0013	-0.017
Si	9.5543	2.5473	19.9315	0.0028	0.0011	-0.0053
Si	5.5784	6.6956	19.6352	0.0033	0.0009	0.002
Si	7.9995	3.3973	14.5531	0.0134	-0.0055	0.0024
Si	13.3123	3.2347	13.3483	-0.0036	-0.0023	-0.0031
Si	4.656	1.4269	13.6012	-0.0008	0.0016	-0.0074
Si	5.0181	7.2114	14.3225	-0.0021	0.0001	-0.0066
Si	4.0094	5.4653	12.2674	0.0001	-0.0041	-0.005
Si	4.013	6.4573	22.5189	-0.0024	0.0027	0.0025
Si	9.6088	10.9379	14.3476	-0.1121	0.0381	-0.0569
Si	6.82	5.5231	12.6397	-0.0044	-0.0077	-0.0047
Si	7.3062	1.9043	12.1739	0.004	0.0026	0.0029
Si	3.3101	13.5124	17.8208	-0.0033	0.0007	-0.0003
Si	7.9884	4.3676	10.2946	-0.0011	-0.0044	-0.0013
Si	9.1911	7.8123	14.6442	-0.0204	-0.0591	0.0088
Si	7.5586	0.5099	18.4629	0.0006	0.0038	-0.0004
Si	9.7725	5.1782	16.2515	-0.0024	-0.0139	-0.0012
Si	7.7034	9.6826	16.2807	-0.0105	0.0208	0.0082
Si	2.1775	11.345	12.4177	0.0102	0.0155	-0.0088
Si	7.9893	15.8603	18.7763	0.0011	-0.0036	0.004
Si	12.4845	13.4852	20.0655	-0.0046	0.0003	0.0048
Si	-1.6465	1.0872	22.7143	0.0008	-0.0037	-0.0043
Si	4.9338	10.0228	15.4063	0.002	0.0011	-0.009
Si	2.8569	10.9492	19.2445	-0.0005	0.0041	0.0068
Si	5.5677	9.6656	20.1006	0.0011	0.0045	-0.0069
Si	10.748	5.445	9.7006	-0.0054	0.0022	-0.0009
Si	7.1025	9.8434	22.7742	0.0188	-0.0033	-0.0073
Si	6.2755	13.8284	17.0032	0.0021	-0.0004	-0.0032
Si	-3.1276	-0.1975	9.919	0.0004	-0.0015	0.0039
Si	1.7351	4.2666	16.081	-0.0026	-0.0072	-0.0078
Si	-1.7026	9.1483	11.9757	-0.0112	0.0147	-0.0185
Si	0.9942	8.9347	14.2624	0.0363	-0.0231	-0.0399
Si	3.4905	7.6299	10.1722	-0.0021	-0.002	0.0034
Si	1.7433	4.2807	22.7103	-0.0026	-0.0155	0.0003
Si	2.5338	9.1432	16.9711	0.0029	0.0111	0.0217
Si	14.0024	10.3536	9.6775	-0.0006	-0.0013	0.0061
Si	3.974	6.3994	17.0674	0.0049	-0.007	-0.0006
Si	11.6823	-3.4854	11.7267	0.0031	-0.0034	-0.0117
O	5.0746	6.6915	15.8754	0.0037	-0.0004	0.002
O	3.7052	2.6465	14.1129	0.0007	0	0.0035
O	6.6436	3.1826	15.4418	-0.0028	-0.0007	0.0038
O	3.9929	10.1285	20.0938	-0.0045	0.0013	-0.0025
O	4.2553	6.4358	10.9704	-0.0005	0.0023	-0.0008
O	1.3318	3.3817	21.4331	0.0065	0.0036	0.0126
O	4.0956	9.1659	10.2059	-0.0005	0.0036	-0.0008
O	-3.3985	-5.2328	11.1641	0.0015	0.0012	-0.0019
O	10.6471	-2.2991	11.3701	0.0119	-0.0022	0.0001
O	9.2018	3.7952	15.5765	-0.0027	0.0088	0.0032
O	5.4321	4.691	12.4187	-0.0004	0.0039	0.0038
O	3.5578	10.1544	16.2279	0.006	0.012	-0.0025
O	6.3824	6.872	13.4736	0.0025	0.0002	0.0015
O	10.3017	9.1176	14.672	-0.0014	-0.0695	0.0137
O	6.0963	9.6281	16.4585	0.0072	-0.0014	0.0048
O	9.7814	6.376	15.0998	-0.0019	0.0286	-0.0056
O	13.7614	4.3427	12.1947	0.0012	0.0021	0.0025
O	6.734	1.3774	17.3606	0.0004	-0.0044	0.0021
O	1.5435	8.6961	15.7558	-0.01	-0.0232	0.0025
O	1.9662	9.909	18.3087	-0.0018	0.0009	-0.0031
O	14.1384	7.7674	17.4863	0.0061	-0.0024	0.0118
O	4.6936	14.0852	17.2192	0.0003	-0.0001	0.0017
O	8.6679	12.3815	19.1527	0	0.0014	-0.0005
O	5.7872	2.0696	12.6711	-0.0023	-0.0006	0.0034
O	8.2289	2.0786	13.5609	-0.0075	-0.0023	-0.0018
O	2.7575	5.4596	22.2444	-0.0005	-0.0003	-0.0031
O	8.8789	14.9777	19.8375	-0.0015	0.0011	-0.0033
O	2.0754	10.949	10.8419	0.0013	-0.0034	-0.0087
O	-3.1109	4.7007	13.5982	-0.0012	0.0048	-0.001
O	10.6814	11.8514	14.9406	0.0936	0.0841	0.0443
O	7.7849	3.1018	11.2411	0.0011	0.006	-0.0036
O	8.7356	7.9798	13.0693	0.0085	0.0091	0.0064
O	2.7509	14.2067	19.2106	0.0017	-0.0008	-0.0012
O	12.4662	4.0597	14.4682	0.0023	0.0021	0.0023
O	8.2851	10.8306	22.23	0.002	-0.0003	-0.0013
O	13.0037	7.7846	10.8985	-0.0017	-0.0007	0.0021
O	12.5599	1.944	12.6508	0.0021	-0.004	0.0037
O	8.1516	10.6473	15.051	-0.0143	-0.0101	0.0124
O	4.7222	16.8856	18.4487	-0.0004	-0.0001	-0.003
O	8.3076	10.1952	17.7042	-0.001	-0.003	-0.0036
O	5.293	11.484	14.8018	-0.0026	-0.0008	0.0046
O	3.7719	0.3781	12.7305	-0.0035	-0.0006	0.0011
O	7.0015	14.8478	18.0097	-0.0023	0.0019	0.0004
O	-1.5311	10.5871	12.7374	0.0083	-0.0131	0.0082
O	9.7037	2.0258	21.4651	0.0007	-0.0008	0.0042
O	5.7503	8.2802	19.2561	0.001	-0.0034	-0.0045
O	2.923	5.3109	16.4933	-0.0037	-0.0011	-0.0004
O	-2.5898	-1.5736	10.6372	-0.0016	0.0029	-0.0011
O	6.4866	21.8139	19.5346	-0.0004	-0.0016	-0.0024
O	11.9641	7.5571	13.355	-0.0093	0.0139	0.0113
O	6.1112	9.3418	21.5985	-0.0085	-0.0076	-0.0054
O	2.1305	2.8161	16.7208	0.0016	0.0009	0.0009
O	7.077	16.9349	19.6263	-0.0019	0.0018	-0.0015
O	7.2387	11.5449	11.2083	-0.001	-0.0072	-0.0068
O	8.9379	16.5435	17.6068	0	0.0028	-0.0004
O	1.9415	0.9411	20.248	-0.0001	0.0012	-0.0036
O	3.7763	-4.4878	13.5668	0	0.0004	0.0022
O	8.152	8.1756	15.8343	0.0027	-0.0107	-0.0022
O	0.218	5.9983	11.1933	-0.0018	-0.0012	-0.0024
O	4.8093	8.8325	14.2807	-0.0029	0.0023	0.0026
O	11.0501	13.5499	19.2833	0.002	-0.0002	0.001
O	4.7874	6.6524	21.0839	-0.0004	0.0008	0.0023
O	1.5176	10.1815	13.3777	-0.0036	0.0016	0.0016
O	11.3056	4.8995	16.6921	-0.0004	0.0028	0.0019
O	3.5988	1.0228	18.2005	-0.0002	-0.0026	-0.002
O	9.5583	4.3654	9.8883	0.0005	0.0019	-0.0012

Results
free energy: -135733.046 eV
free energy less fixed offsets of O -568.88, Si -635.61 eV per atom: 2.284 eV

The program warned: the cutoff lies below the one the program advises for these potential files; the forces do not sum to zero within the program's tolerance; the exchange-correlation potential is rough where the density is thin.
